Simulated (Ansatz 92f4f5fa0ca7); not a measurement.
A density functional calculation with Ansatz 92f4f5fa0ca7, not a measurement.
Periodic cell of 221 atoms, Si132O88H1, from a study of silicon, its oxide and their interface. The atomic structure is a simulated model.
Doubt: the cutoff is far below the 930 eV that the study's wrapper takes by default for these files, so forces and energies are approximate.
This geometry differs little from another in the collection (a relaxation step or a small displacement).

Settings
functional: PBE
potential files: Ansatz PAW
basis: plane waves
wave-function cutoff: 580 eV
density cutoff ratio: 5
exchange-correlation grid ratio: 1
k mesh: 1 x 1 x 1, Gamma-centred
self-consistency stop: 5e-08 eV per atom in the density residual
occupations: fixed
spin: none
net charge: +1 e, with a uniform compensating background and no finite-size correction

Cell vectors (angstrom)
a, 10.938, 0, 0
b, 0, 10.938, 0
c, 0, 0, 32.8295

Atoms: element, x, y, z (angstrom)
Si, -0.3214, 0.2869, 25.3397
Si, 5.7308, -0.4459, 25.2267
Si, 2.5399, 3.0117, 25.3125
Si, 8.4302, 2.5588, 25.3648
Si, 0.2715, 5.2155, 25.3155
Si, 5.1824, 5.6791, 25.463
Si, 3.1243, 7.8277, 25.8358
Si, 8.1195, 8.4029, 25.3574
Si, 1.3742, 1.3817, 26.5813
Si, 6.764, 1.3466, 26.5197
Si, 4.0244, 4.1358, 26.7649
Si, 9.6178, 4.0922, 26.6826
Si, 1.2806, 6.82, 26.71
Si, 6.8899, 6.8195, 26.6256
Si, 4.1911, 9.6051, 26.77
Si, 9.5482, 9.6457, 26.7272
Si, 2.7093, 0.0268, 28.0186
Si, 8.1296, 0.0459, 28.0352
Si, 0.0328, 2.7157, 28.0453
Si, 5.4608, 2.7189, 27.9999
Si, 2.706, 5.5039, 28.1055
Si, 8.2251, 5.4534, 28.0277
Si, -0.0308, 8.2535, 28.0488
Si, 5.5241, 8.1373, 28.0709
Si, 4.1018, 1.3673, 29.4113
Si, 9.5708, 1.3673, 29.4113
Si, 1.3673, 4.1018, 29.4113
Si, 6.8362, 4.1018, 29.4113
Si, 4.1018, 6.8362, 29.4113
Si, 9.5708, 6.8362, 29.4113
Si, 1.3673, 9.5708, 29.4113
Si, 6.8362, 9.5708, 29.4113
Si, 0, 0, 30.7785
Si, 5.469, 0, 30.7785
Si, 2.7345, 2.7345, 30.7785
Si, 8.2035, 2.7345, 30.7785
Si, 0, 5.469, 30.7785
Si, 5.469, 5.469, 30.7785
Si, 2.7345, 8.2035, 30.7785
Si, 8.2035, 8.2035, 30.7785
Si, 1.3673, 1.3673, 32.1458
Si, 6.8362, 1.3673, 32.1458
Si, 4.1018, 4.1018, 32.1458
Si, 9.5708, 4.1018, 32.1458
Si, 1.3673, 6.8362, 32.1458
Si, 6.8362, 6.8362, 32.1458
Si, 4.1018, 9.5708, 32.1458
Si, 9.5708, 9.5708, 32.1458
Si, 2.7345, 0, 0.6835
Si, 8.2035, 0, 0.6835
Si, 0, 2.7345, 0.6835
Si, 5.469, 2.7345, 0.6835
Si, 2.7345, 5.469, 0.6835
Si, 8.2035, 5.469, 0.6835
Si, 0, 8.2035, 0.6835
Si, 5.469, 8.2035, 0.6835
Si, 4.1018, 1.3673, 2.0507
Si, 9.5708, 1.3673, 2.0507
Si, 1.3673, 4.1018, 2.0507
Si, 6.8362, 4.1018, 2.0507
Si, 4.1018, 6.8362, 2.0507
Si, 9.5708, 6.8362, 2.0507
Si, 1.3673, 9.5708, 2.0507
Si, 6.8362, 9.5708, 2.0507
Si, 0, 0, 3.418
Si, 5.469, 0, 3.418
Si, 2.7345, 2.7345, 3.418
Si, 8.2035, 2.7345, 3.418
Si, 0, 5.469, 3.418
Si, 5.469, 5.469, 3.418
Si, 2.7345, 8.2035, 3.418
Si, 8.2035, 8.2035, 3.418
Si, 1.3388, 1.2959, 4.8223
Si, 6.8532, 1.3146, 4.7184
Si, 4.0846, 4.1245, 4.7119
Si, 9.6227, 4.0814, 4.7728
Si, 1.3817, 6.863, 4.8953
Si, 6.921, 6.783, 4.7047
Si, 4.1098, 9.5161, 4.8287
Si, 9.6257, 9.5639, 4.8547
Si, 2.6673, -0.1222, 6.2389
Si, 8.2091, 0.0364, 6.154
Si, -0.085, 2.6517, 6.188
Si, 5.424, 2.6713, 5.9432
Si, 2.846, 5.4721, 6.2026
Si, 8.3042, 5.4927, 6.1086
Si, -0.0064, 8.1966, 6.3942
Si, 5.5643, 8.0687, 6.0681
Si, 3.8921, 1.5532, 7.3082
Si, 9.0216, 1.7703, 7.6048
Si, 1.6482, 3.7804, 7.2856
Si, 6.8338, 4.0465, 7.1505
Si, 4.7149, 6.352, 7.469
Si, 9.3003, 6.9962, 7.7023
Si, 1.3213, 9.5721, 7.8501
Si, 7.1106, 9.2807, 7.3481
O, 1.398, 4.114, 24.8328
O, 6.9719, 9.4806, 24.8679
O, 2.7837, 2.6784, 7.764
O, 8.1898, 8.1914, 7.9704
O, 5.764, 5.1178, 7.9077
O, -2.2629, 2.3411, 18.7489
O, 4.1045, 6.8683, 24.9019
O, 9.5322, 1.4401, 24.8543
O, 2.1931, 8.4942, 8.7531
O, 0.9552, 4.3162, 8.6677
O, 9.3812, 1.1419, 9.0922
O, 6.4627, 10.0162, 8.6484
O, 4.62, 1.0401, 8.6769
O, 4.451, 7.1736, 8.8605
O, 7.878, 2.9565, 7.9141
O, 9.6814, 6.3918, 9.2077
O, 3.2678, 2.4161, 23.971
O, 4.9089, -0.4136, 23.8142
O, 7.8733, 3.3784, 24.049
O, 10.713, 5.9636, 23.9562
O, 8.8503, 7.8396, 24.0011
O, 0.1105, 10.487, 23.957
O, 5.5889, 4.8026, 24.1661
O, 1.0277, 10.6269, 21.4096
Si, 4.1429, 6.7475, 12.203
Si, 8.4373, -2.3365, 14.6249
Si, 5.3192, 2.8518, 13.3354
Si, 6.7479, -3.9911, 18.9537
Si, 8.4899, -9.613, 17.4965
Si, 1.8007, -3.2011, 18.3023
Si, 0.9075, 9.7333, 22.7626
Si, 11.7813, 3.604, 10.1312
Si, 5.3399, 10.7914, 9.508
Si, 2.6543, 4.0598, 12.4277
Si, 13.3719, -5.4811, 16.5585
Si, -1.1957, 3.012, 19.7879
Si, 10.9396, 1.2228, 15.4997
Si, 0.5497, -6.8054, 14.5339
Si, 6.5127, 0.3446, 12.2516
Si, 0.3056, 11.2644, 20.0818
Si, 14.3467, -6.0747, 20.6303
Si, 6.7999, -5.7818, 11.9447
Si, 5.4839, -2.0131, 13.8626
Si, 6.5492, 3.8739, 23.2402
Si, 9.5234, 0.0253, 12.8397
Si, 10.7083, 0.6603, 9.9326
Si, 1.7467, -0.3862, 17.4661
Si, 4.1276, -3.1699, 20.5495
Si, 9.2061, -4.9509, 13.5061
Si, 0.9242, -5.8623, 19.024
Si, 5.9212, 2.431, 16.2458
Si, 4.0862, 2.3286, 22.5482
Si, 4.693, -0.4241, 16.3871
Si, 10.0035, 7.1395, 23.0724
Si, 7.5089, -1.4694, 17.3862
Si, 9.4359, 5.5671, 10.611
Si, -2.6688, 5.2762, 21.1555
Si, 3.8405, -0.6825, 22.5989
Si, 4.9917, 4.8125, 17.7741
Si, 14.4653, -2.6932, 9.6629
O, 1.7495, 4.556, 17.7288
O, 9.8622, -9.8604, 16.7001
O, 19.0196, 0.7213, 12.5113
O, 6.0499, -1.1818, 12.575
O, 2.9451, -2.8857, 19.4468
O, 6.0368, 6.0652, 17.7766
O, 3.7803, -4.6085, 21.3037
O, 4.4532, 7.7589, 13.4304
O, -1.1698, 6.4052, 12.0017
O, 2.2738, 3.9538, 10.8479
O, 14.6291, -7.3611, 21.5854
O, 4.8767, 1.19, 16.304
O, 5.6483, 1.2753, 13.2446
O, 4.2493, 4.748, 19.2324
O, 2.4659, 9.6659, 23.2926
O, 10.3956, 4.2459, 10.7086
O, 16.6878, 3.3969, 17.5445
O, 8.0477, -0.1208, 18.1724
O, 4.2657, -1.8747, 21.5599
O, 7.4284, 1.8227, 16.3787
O, 5.7001, 2.5362, 22.8235
O, 5.9323, -1.1881, 17.124
O, -3.2843, -2.7963, 18.3099
O, 1.3703, 0.4732, 18.8209
O, -0.9089, -0.7255, 19.8917
O, 7.6383, 5.5711, 13.2888
O, 7.8475, 5.1261, 10.6794
O, 17.116, -7.2591, 12.2254
O, 5.7128, 3.2799, 14.8666
O, 10.028, -6.172, 14.2067
O, -1.806, -1.445, 13.4426
O, 3.2403, 7.5355, 11.0923
O, 1.5529, -5.7109, 15.2218
O, 14.6776, 2.9874, 12.9784
O, 11.356, -8.1422, 15.4447
O, 9.2724, -3.7308, 14.5817
O, 6.8434, -2.6697, 14.4771
O, 9.2769, 6.3768, 21.8339
O, -0.5415, 0.7803, 14.0126
O, 0.1967, 8.2466, 22.6115
O, 1.7989, 4.7959, 20.3705
O, 7.7309, -4.9902, 19.7829
O, 5.6083, -3.3057, 19.8939
O, 2.4787, -3.909, 16.9916
O, 1.0788, -1.8549, 17.7598
O, 3.2301, -5.3997, 12.7741
O, 3.7611, 0.8333, 21.9319
O, 10.7279, -9.0735, 20.4
O, 10.5049, 4.2166, 19.0109
O, 6.1101, 0.613, 10.709
O, 5.5726, -4.7491, 11.6136
O, 12.1728, 3.7222, 13.1295
O, -3.9721, -6.0279, 22.0672
O, 3.9858, 4.9788, 16.4912
O, 8.9686, -7.1324, 20.9823
O, -2.4357, -1.6036, 16.087
O, 3.3512, -0.6393, 17.2809
O, 11.657, 1.9736, 10.1304
O, 12.1734, 0.2963, 16.0614
O, 4.2317, 9.6852, 9.954
O, 11.4769, -0.4155, 8.9567
O, 10.3445, 0.0078, 11.404
O, 4.6391, -1.074, 14.8952
O, 0.6764, 6.6969, 18.9064
H, -1.6467, -0.5494, 19.27

Results
free energy: -133983.277 eV
free energy less fixed offsets of H -15.97, O -568.88, Si -635.61 eV per atom: -5.347 eV

Forces (eV/angstrom), in the order of the atoms: element, x, y, z
Si, -0.0176, -0.0105, 0.0284
Si, -0.0109, -0.0757, -0.0911
Si, -0.0048, -0.009, 0.0443
Si, -0.0242, 0.0254, -0.0691
Si, 0.0132, -0.0707, -0.0846
Si, -0.0468, -0.0047, 0.0074
Si, 0.3905, -0.2054, -0.6623
Si, -0.043, -0.0079, -0.0152
Si, 0.0218, 0.0186, -0.014
Si, -0.0441, -0.0549, 0.0377
Si, 0.0418, -0.0234, -0.0126
Si, -0.0067, 0.0187, 0.0228
Si, -0.1446, -0.1121, 0.1527
Si, 0.0286, -0.0193, 0.0102
Si, 0.0112, 0.0767, 0.142
Si, 0.0139, -0.0134, -0.0439
Si, -0.0002, 0.0139, 0.0636
Si, 0.0047, 0.0255, 0.0417
Si, 0.0369, -0.0107, -0.0034
Si, -0.0248, 0.0133, 0.0566
Si, 0.0069, -0.095, 0.1176
Si, -0.0135, 0.0226, 0.0073
Si, -0.0081, 0.0151, 0.0976
Si, 0.1047, -0.0324, 0.0985
Si, 0, 0.0441, -0.166
Si, -0.1547, 0.069, -0.0854
Si, -0.261, -0.0509, 0.337
Si, 0.0407, -0.1907, -0.2972
Si, 0.104, 0.044, 0.3982
Si, -0.0607, 0.0085, -0.0668
Si, 0.1256, 0.0658, -0.0524
Si, -0.04, 0.1185, 0.1776
Si, -0.0758, -0.0166, -0.0315
Si, -0.0414, -0.1179, -0.0032
Si, 0.0951, 0.0762, -0.0168
Si, 0.0543, 0.0292, 0.0036
Si, 0.0231, -0.0876, 0.0197
Si, -0.0612, -0.0575, -0.0095
Si, 0.097, 0.0507, 0.0102
Si, 0.025, 0.0106, -0.0103
Si, -0.0107, 0.0402, -0.0289
Si, -0.0077, -0.0019, -0.0393
Si, 0.0114, -0.0301, -0.004
Si, -0.0571, 0.0343, -0.0076
Si, -0.0268, 0.0003, -0.0392
Si, -0.0063, 0.0039, -0.0239
Si, -0.0033, 0.059, -0.0101
Si, 0.0042, -0.0179, 0.0043
Si, 0.0264, -0.0418, 0.0274
Si, -0.025, 0.0249, 0.0218
Si, -0.0142, 0.0192, 0.0149
Si, 0.0502, 0.0026, 0.021
Si, 0.0498, -0.0381, 0.0155
Si, 0.0125, -0.0545, 0.039
Si, 0.0576, -0.0695, 0.0163
Si, -0.0023, -0.0068, 0.0125
Si, -0.0751, -0.0552, 0.031
Si, -0.0283, 0.0083, 0.0249
Si, 0.0014, -0.0134, 0.0069
Si, -0.0828, -0.0026, -0.0261
Si, 0.0266, -0.0112, 0.021
Si, 0.0653, 0.1565, 0.006
Si, -0.0702, 0.0609, 0.0081
Si, -0.0431, -0.0328, -0.0035
Si, 0.0515, -0.3606, -0.0582
Si, -0.2667, -0.4683, -0.1088
Si, -0.4336, -0.2359, 0.0649
Si, 0.1089, 0.0995, -0.109
Si, 0.4161, 0.1937, 0.2955
Si, 0.1955, -0.0482, -0.5229
Si, -0.1312, -0.0721, 0.3036
Si, 0.5089, 0.3471, -0.0828
Si, 0.0047, -0.0109, -0.0101
Si, 0.0088, -0.0202, -0.0087
Si, -0.0084, 0.0067, -0.011
Si, 0.0072, -0.0015, -0.0211
Si, 0.0067, -0.0093, -0.0027
Si, -0.0249, -0.0016, -0.0244
Si, -0.0017, 0.0045, -0.0038
Si, -0.0012, 0.0118, -0.0096
Si, 0.0047, 0.0021, -0.0052
Si, -0.012, 0.013, 0.0159
Si, -0.0309, 0.0144, 0.0228
Si, 0.0125, 0.0001, -0.0233
Si, -0.01, 0.0061, 0.0055
Si, 0.0307, -0.0106, 0.01
Si, 0.0119, -0.0093, -0.0115
Si, 0.0078, 0.0064, 0.0189
Si, 0.0312, -0.0112, 0.0123
Si, 0.0222, -0.0352, -0.0567
Si, -0.0009, 0.0299, -0.0121
Si, -0.0395, 0.0109, 0.0023
Si, -0.01, -0.0128, -0.003
Si, -0.0047, -0.0304, 0.0214
Si, -0.0044, 0.0088, -0.0131
Si, -0.0212, 0.0463, 0.0209
O, -0.0033, 0.0275, -0.0111
O, 0.0158, 0.0356, 0.0193
O, -0.0045, -0.0039, 0.0318
O, -0.0214, 0.0064, 0.0126
O, 0.0088, 0.0201, -0.009
O, -0.0099, 0.0247, -0.0376
O, -0.2872, 0.2174, 0.6289
O, -0.0013, -0.0193, 0.0231
O, -0.0355, 0.0145, 0.0223
O, -0.0089, 0.0048, 0.0088
O, -0.02, 0.0163, 0.0319
O, 0.0295, -0.0263, -0.0091
O, -0.0157, 0.023, 0.0025
O, 0.0151, -0.0158, 0.0147
O, 0.0292, -0.0049, 0.0475
O, 0, 0.0296, -0.0063
O, 0.0114, -0.0263, -0.077
O, -0.0271, 0.0259, -0.126
O, 0.0505, -0.0442, 0.0137
O, 0.038, 0.028, 0.0124
O, 0.038, 0.0065, -0.0418
O, -0.0271, 0.0276, -0.1888
O, 0.0456, -0.0525, -0.0379
O, 0.0708, -0.0892, 0.1614
Si, 0.02, 0.0002, -0.0289
Si, -0.0055, -0.0029, 0.029
Si, 0.0094, 0.0095, -0.0007
Si, 0.0076, 0.0243, 0.0289
Si, -0.018, -0.0052, 0.0218
Si, -0.0198, 0.0131, 0.0196
Si, -0.3409, -0.023, 0.0335
Si, 0.0195, -0.0037, -0.0835
Si, 0.0336, 0.0025, -0.0678
Si, 0.0096, -0.0048, -0.0261
Si, 0.0073, 0.0077, 0.0417
Si, -0.0278, 0.0183, 0.027
Si, 0.0103, 0.0046, 0.0368
Si, -0.0031, 0.0068, 0.0323
Si, -0.0024, -0.0015, -0.0243
Si, -0.1176, 0.0865, -0.0998
Si, -0.0128, 0.0204, 0.0271
Si, -0.0057, -0.0033, -0.0411
Si, -0.0007, 0.0087, 0.02
Si, -0.0098, 0.052, 0.0604
Si, -0.0067, -0.0023, 0.0035
Si, -0.0024, 0.0043, -0.0575
Si, 0.0227, -0.0196, -0.004
Si, 0.0014, 0.0129, 0.0728
Si, -0.0055, 0.0014, 0.0127
Si, -0.0058, 0.0186, 0.0422
Si, -0.002, 0.0045, 0.0502
Si, 0.0518, 0.1399, 0.0516
Si, -0.0093, 0.0087, 0.0463
Si, -0.08, -0.0078, 0.0105
Si, -0.0066, 0.0227, 0.0499
Si, -0.0275, -0.0013, -0.0375
Si, 0.016, -0.0131, 0.0238
Si, 0.3755, -0.0019, -0.1074
Si, 0.0145, -0.0307, 0.0211
Si, 0.0131, -0.0079, -0.0699
O, -0.0168, 0.0045, -0.0157
O, -0.0253, 0.0024, -0.0157
O, -0.0079, 0.007, 0.01
O, 0.0001, 0.0168, 0.0008
O, 0.0237, 0.0274, -0.0043
O, 0.0176, 0.0171, -0.0029
O, -0.0058, 0.0153, -0.0272
O, -0.0121, -0.0093, -0.0019
O, 0.0056, -0.002, -0.0013
O, -0.0162, 0.0004, 0.0304
O, 0.0178, -0.0338, -0.0054
O, 0.0014, 0.004, -0.0309
O, 0.0048, -0.0009, -0.0037
O, -0.029, 0.0088, 0.0181
O, -0.0393, -0.083, 0.1052
O, -0.004, 0.0038, 0.051
O, -0.0139, 0.0166, -0.0258
O, 0.0046, 0.0071, -0.0559
O, -0.0505, 0.1341, -0.0068
O, 0.0001, 0.0101, -0.0349
O, -0.0137, -0.0268, -0.0673
O, -0.0027, -0.0113, -0.0348
O, -0.0109, -0.0129, -0.0264
O, -0.0384, 0.0245, 0.0179
O, -0.0297, 0.0279, -0.0901
O, -0.0044, -0.0004, -0.0011
O, 0.0141, 0.0055, 0.0332
O, 0.0032, 0.0086, 0.0239
O, -0.0139, 0.0028, -0.0237
O, -0.0027, 0.0071, -0.0077
O, 0.0062, 0.0185, -0.0108
O, -0.0115, 0.0095, 0.0161
O, -0.0064, -0.0006, -0.0182
O, -0.0169, 0.0039, 0.0066
O, 0.0015, 0.0089, -0.0245
O, 0.0013, 0.0001, -0.0152
O, -0.0104, 0.0022, -0.0175
O, 0.0733, 0.0617, 0.0212
O, -0.0139, 0.0032, -0.0185
O, 0.0484, 0.0974, -0.0833
O, 0.0285, -0.002, -0.0076
O, 0.0136, 0.0056, 0.0013
O, -0.002, 0.0112, -0.0387
O, -0.0064, 0.0139, -0.0029
O, 0.015, -0.0004, -0.0112
O, -0.0094, -0.0014, 0.0209
O, 0.0031, -0.017, -0.0746
O, 0.0155, -0.0172, -0.0533
O, -0.0077, 0.0334, -0.0415
O, -0.0109, -0.0044, 0.0218
O, -0.0007, 0.0044, 0.0343
O, 0.0051, 0.0045, 0.0068
O, -0.0047, 0.0124, -0.0122
O, 0.0028, 0.004, -0.0175
O, -0.0394, 0.0426, -0.0148
O, -0.0024, 0.0052, -0.0158
O, -0.0221, 0.0033, -0.0318
O, -0.0073, -0.0041, 0.0457
O, -0.0088, -0.0006, -0.0401
O, -0.0164, -0.0056, 0.0558
O, 0.0216, -0.0241, 0.0168
O, 0.0074, 0.0025, 0.0029
O, -0.0009, 0.0017, -0.0198
O, 0.0092, 0.0104, -0.0259
H, -0.0268, 0.0103, 0.02

The program warned: the cutoff lies below the one the program advises for these potential files; the forces do not sum to zero within the program's tolerance; the exchange-correlation potential is rough where the density is thin.
